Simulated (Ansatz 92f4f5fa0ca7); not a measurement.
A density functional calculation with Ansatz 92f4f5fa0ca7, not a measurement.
Periodic cell of 223 atoms, Si132O90B1, from a study of silicon, its oxide and their interface. The atomic structure is a simulated model.
Doubt: the cutoff is far below the 930 eV that the study's wrapper takes by default for these files, so forces and energies are approximate.
This geometry differs little from another in the collection (a relaxation step or a small displacement).

Settings: functional PBE; potential files Ansatz PAW; basis plane waves; wave-function cutoff 580 eV; density cutoff ratio 5; exchange-correlation grid ratio 1; k mesh 1 x 1 x 1, Gamma-centred; self-consistency stop 5e-08 eV per atom in the density residual; occupations fixed; spin none; net charge -1 e, with a uniform compensating background and no finite-size correction.

Cell vectors (angstrom)
a 10.938 0 0
b 0 10.938 0
c 0 0 32.1988

Atoms: element, x, y, z (angstrom)
Si 10.5842 0.2251 24.8789
Si 5.7385 10.6761 24.752
Si 2.482 2.9153 24.656
Si 8.4256 2.4648 24.8402
Si 0.2782 5.1648 24.7677
Si 5.1486 5.748 24.7064
Si 2.9306 8.006 24.6101
Si 7.9376 8.4334 24.7495
Si 1.3288 1.3822 26.049
Si 6.8437 1.3086 26.132
Si 4.0439 4.104 26.0112
Si 9.6085 4.0595 26.0976
Si 1.3962 6.8261 26.0157
Si 6.7637 6.8509 26.0407
Si 4.1014 9.5337 26.0087
Si 9.4648 9.5677 26.1635
Si 2.7278 -0.0082 27.3598
Si 8.1572 -0.0208 27.5765
Si 0.0098 2.717 27.5057
Si 5.4424 2.7392 27.3895
Si 2.7244 5.4674 27.4543
Si 8.1831 5.4686 27.3694
Si -0.0068 8.1797 27.3939
Si 5.4361 8.198 27.467
Si 4.0794 1.3584 28.768
Si 9.5777 1.354 28.8664
Si 1.3623 4.1068 28.841
Si 6.8331 4.1 28.7663
Si 4.0955 6.8202 28.8327
Si 9.5516 6.8193 28.7684
Si 1.3689 9.5653 28.7563
Si 6.7832 9.5426 28.8807
Si 0.0241 -0.0243 30.1836
Si 5.4251 0.0034 30.1951
Si 2.7396 2.7244 30.177
Si 8.1998 2.7488 30.1763
Si -0.0301 5.4691 30.1746
Si 5.481 5.4521 30.1767
Si 2.7223 8.2163 30.1637
Si 8.2024 8.1727 30.1833
Si 1.3812 1.3534 31.5586
Si 6.8221 1.3793 31.5242
Si 4.1127 4.0873 31.5467
Si 9.5684 4.0983 31.5717
Si 1.3487 6.8486 31.5133
Si 6.8469 6.8095 31.5648
Si 4.0791 9.566 31.5775
Si 9.5794 9.5501 31.5374
Si 2.7438 0.0149 0.7645
Si 8.2 0.0029 0.6728
Si 0.0256 2.7314 0.7375
Si 5.4826 2.7265 0.7286
Si 2.7265 5.4909 0.6726
Si 8.1967 5.4445 0.7584
Si 0.0062 8.1936 0.7191
Si 5.4667 8.1785 0.7328
Si 4.1145 1.4049 2.1314
Si 9.5644 1.3463 2.0644
Si 1.4318 4.1127 2.0816
Si 6.8127 4.0904 2.1323
Si 4.1165 6.7743 2.0991
Si 9.5802 6.8299 2.089
Si 1.381 9.5497 2.0944
Si 6.8357 9.5941 2.0581
Si 0.013 -0.0013 3.4229
Si 5.4996 0.0153 3.4772
Si 2.9322 2.9385 3.5142
Si 8.1888 2.6815 3.4594
Si 0.0382 5.4684 3.4381
Si 5.3327 5.3074 3.5445
Si 2.7746 8.1855 3.453
Si 8.1844 8.2122 3.4064
Si 1.4341 1.4809 4.6281
Si 6.806 1.3849 4.9238
B 4.1716 4.0906 4.7471
Si 9.5727 4.0807 4.7587
Si 1.4673 6.7717 4.8257
Si 6.7439 6.8458 4.7072
Si 4.1391 9.5721 4.84
Si 9.5658 9.5447 4.81
Si 2.7446 0.1223 6.0247
Si 8.1876 -0.0519 6.276
Si 0.0265 2.7057 6.077
Si 5.3203 2.8819 6.0811
Si 2.9904 5.2912 5.9445
Si 8.1361 5.4739 6.0029
Si 0.0451 8.1475 6.1596
Si 5.4991 8.2036 6.2505
Si 3.8566 1.6115 7.5188
Si 9.8472 1.1385 7.4457
Si 1.7128 3.835 7.2471
Si 6.5876 4.3992 7.4108
Si 4.3419 6.5578 7.4781
Si 9.3514 6.9105 7.3584
Si 1.1558 9.9225 7.2676
Si 7.1682 9.1954 7.6536
O 8.34 8.073 7.9213
O 2.6795 2.6912 7.9519
O 9.5179 1.3485 24.2747
O 4.0453 6.8611 24.1289
O 0.0291 0.0104 7.9436
O 5.5218 5.5225 8.0344
O 6.8511 9.5673 24.2022
O 1.3739 4.0594 24.172
O 3.6691 7.2295 8.8708
O 1.1186 4.6262 8.5491
O 9.7827 6.021 8.7004
O 2.1755 9.4324 8.468
O 7.4292 3.8497 8.7331
O 4.3464 0.9603 8.9841
O 6.7351 9.5247 9.2157
O 9.2477 1.8684 8.8084
O 7.7168 3.1524 23.5234
O 10.5058 5.8387 23.4477
O 5.0944 0.4257 23.4014
O 5.8551 5.0865 23.3696
O 3.1109 2.2078 23.2835
O 2.2902 8.7193 23.2343
O 8.6163 7.7448 23.4059
O 0.2276 10.3464 23.5901
Si 4.3953 1.5689 22.4812
Si 3.4922 7.9287 14.0167
Si 7.1168 0.9684 14.6375
Si 0.9382 9.3565 22.535
Si 1.1677 4.3009 11.8353
Si 6.2702 8.9727 15.2944
Si 0.6573 1.3691 12.292
Si 8.6207 4.9553 20.5169
Si 0.3178 5.7734 9.3323
Si 5.0961 3.1207 17.917
Si 0.8785 3.7474 16.7297
Si 10.3928 2.8441 19.2164
Si 5.2945 1.1677 10.3072
Si 0.8845 0.1767 19.8505
Si 6.6334 9.4517 10.8427
Si 9.3406 9.6846 18.3107
Si 9.3958 9.2438 12.5425
Si 6.5732 3.845 22.6016
Si 2.3837 8.1067 9.3654
Si 10.5945 7.3723 17.071
Si 2.5133 6.2968 16.5715
Si 10.1786 4.4971 14.1591
Si 6.1402 9.1936 18.4956
Si 7.9769 2.5645 9.5505
Si 8.8631 2.1708 12.4164
Si 5.3457 6.2475 18.0505
Si 3.9256 0.5646 19.4692
Si 4.2696 3.8218 12.0112
Si 5.5422 6.59 12.1209
Si 8.0132 2.5008 17.1991
Si 4.3505 2.4754 14.9412
Si 1.5274 1.2166 15.2418
Si 1.587 9.4216 12.0271
Si 8.0542 6.8522 13.8431
Si 10.378 9.8355 15.4678
Si 9.8075 7.0097 22.5681
Si 8.117 5.4864 17.4112
O 6.0387 7.9476 11.283
O 6.0283 9.2141 16.8773
O 7.6571 1.3954 13.1674
O 0.8639 1.7581 13.8654
O 9.4406 6.2507 16.8859
O 6.7665 6.1944 13.119
O 5.1369 4.6592 18.585
O 9.221 2.1471 18.2636
O 2.3685 0.1021 19.0857
O 9.4087 10.233 16.7494
O 2.7795 4.4255 11.6881
O 5.0665 10.3284 19.092
O 9.4105 3.2509 13.4805
O 0.4514 1.7671 19.9494
O 3.1408 1.3602 15.041
O 8.1586 5.3865 19.0267
O 3.8972 6.6011 17.3828
O 4.5599 3.2809 16.3652
O 9.0675 5.6756 14.3102
O 5.4595 2.7543 22.1407
O 10.6832 4.1533 15.6571
O 0.3254 3.8659 18.2632
O 10.4284 10.5194 19.2047
O 9.6449 10.0198 14.0101
O 10.8981 8.1254 22.0984
O 1.1929 2.1642 16.521
O 9.7222 3.7483 20.402
O 8.1442 4.0353 16.6837
O -0.0287 9.1059 11.8912
O 6.5784 2.4108 17.9752
O 5.549 10.6925 11.1691
O 7.7507 9.6009 18.8295
O 10.0073 1.0323 12.0535
O 1.0441 7.2147 9.2375
O 0.618 4.7699 13.3113
O 5.7094 7.6301 18.9625
O 5.2324 5.0755 11.5091
O 2.7184 6.9888 15.1132
O 0.9071 2.7297 11.4499
O 0.8563 10.6866 15.5398
O 2.476 8.6571 10.8997
O 4.6967 2.4189 11.2365
O 4.2492 3.4914 13.6492
O 2.1969 4.6889 16.4896
O 10.7036 8.2492 15.6899
O 6.936 10.2987 14.6469
O 2.3383 8.9445 13.42
O 8.0388 1.5313 15.8806
O 4.1332 6.9807 12.8594
O 4.1773 2.0143 18.7146
O 7.2883 4.4211 21.2683
O 8.422 2.9726 11.0744
O 1.1864 6.8766 17.3569
O 5.6452 1.5631 14.7693
O 8.119 9.7485 11.586
O 9.2103 6.2836 21.2421
O 8.9739 7.7098 12.8376
O 1.6467 0.1303 11.902
O 6.6553 6.1528 17.0524
O 7.3969 7.8068 15.0152
O 1.204 10.2919 21.2261
O 10.0314 8.2058 18.3466
O 3.9593 0.8587 21.0801
O 0.293 5.2795 10.8772
O 6.7683 1.5021 9.707
O 4.7773 8.713 14.6712

Results
free energy: -135250.522 eV
free energy less fixed offsets of B -154.04, O -568.88, Si -635.61 eV per atom: 3.238 eV

Forces (eV/angstrom), in the order of the atoms: element, x, y, z
Si 0.0014 -0.0023 -0.008
Si -0.0003 0.0006 -0.009
Si 0.0023 -0.0003 -0.0081
Si -0.0015 0.0005 -0.0106
Si -0.0001 0.0008 -0.0092
Si 0.0004 -0.0011 -0.0065
Si -0.0002 0.0005 -0.0078
Si 0.0009 -0.0009 -0.0081
Si 0.0004 -0.0013 0.0003
Si -0.0023 0.0013 0.0003
Si -0.0005 0 0.0011
Si -0.0011 0.0012 0.0009
Si 0.0004 0.0001 0.0012
Si -0.0002 0.0002 0.0009
Si 0.0001 -0.0001 0.0017
Si 0.0016 -0.0009 -0.0002
Si 0.0001 0.0001 0.0035
Si 0.0011 -0.0002 -0.0035
Si 0.0008 -0.0004 -0.0027
Si -0.0002 0.0013 0.0029
Si 0.0002 -0.0004 -0.0017
Si -0.0005 0.0008 0.0032
Si 0 0.0004 0.0026
Si 0.0009 0.0002 -0.0026
Si 0.0003 -0.0007 -0.0034
Si 0.0013 0.0005 0.0066
Si -0.0004 0.0029 0.0041
Si -0.0001 -0.0014 -0.0037
Si -0.0005 0.0005 0.0021
Si 0.0007 -0.0011 -0.0027
Si 0.0008 -0.0001 -0.0035
Si -0.0051 -0.0014 0.007
Si -0.0011 0.0006 -0.0006
Si 0.0011 -0.0021 -0.0004
Si -0.0002 -0.0002 -0.0012
Si 0.0004 0.0012 0.0006
Si 0.0009 -0.0012 0.0005
Si 0 0.001 -0.0004
Si 0.0007 -0.0006 0.0013
Si -0.0004 0.001 -0.0011
Si -0.0003 0.0003 -0.0009
Si 0.0005 -0.0014 -0.0007
Si -0.0002 0.0008 -0.0002
Si 0.0002 -0.0034 -0.0017
Si -0.0004 0.0002 0.0003
Si -0.0008 0.0007 -0.001
Si 0.0019 -0.0001 -0.0021
Si 0.0003 0.0006 0.0004
Si -0.0003 0.0007 0.0002
Si -0.002 0.0001 0.0019
Si -0.0002 0.0044 0.0006
Si 0.0012 -0.0012 -0.0001
Si 0.0004 0.0002 0.0014
Si -0.0013 0.002 0.0009
Si 0.002 -0.0016 -0.0001
Si -0.0012 0.0004 0.0004
Si 0.0031 0.002 0.002
Si 0.0008 -0.0003 0.0003
Si 0 -0.0059 0.0009
Si -0.0054 -0.0057 0.0048
Si 0.0004 -0.0001 0.0025
Si -0.0001 0.0017 0.0014
Si -0.0041 0.002 0.0009
Si 0.0012 -0.0009 0.0005
Si 0.0023 -0.0005 0.0033
Si 0.0054 0.0015 0.0052
Si 0.0174 0.0325 0.0257
Si -0.0066 -0.0075 0.0031
Si 0.0028 0.0014 0.0023
Si 0.0127 0.0314 -0.004
Si 0.0026 -0.0042 0.003
Si -0.0018 0.0008 0.0005
Si -0.0041 -0.0098 -0.0018
Si 0.0037 -0.0035 -0.0175
B 0.0139 -0.1054 -0.0344
Si 0.0008 0.005 0.0005
Si 0.0004 -0.0004 -0.0047
Si -0.0004 -0.0037 -0.0039
Si -0.0039 0.004 -0.0017
Si 0.0005 0.0014 -0.0053
Si 0.0039 0.0015 -0.0024
Si -0.0021 0.0026 0.0011
Si 0.0036 0.0016 -0.0009
Si -0.014 0.0313 -0.007
Si -0.0344 0.0325 0.0282
Si -0.0027 -0.0008 -0.0043
Si 0.0008 -0.004 0.001
Si 0.0026 -0.0008 -0.0019
Si -0.002 0.0021 0.0109
Si -0.0047 -0.0033 0.0105
Si -0.0011 0.0088 0.0224
Si -0.0112 -0.0069 0.0072
Si 0.001 0.0008 0.0176
Si 0.0051 0.0016 0.0051
Si 0.0018 0.0018 0.0042
Si -0.0013 0.0065 0.0127
O -0.0002 -0.0073 0.0007
O -0.0036 0.0002 -0.0018
O -0.0003 0.0009 0.0051
O -0.0005 0.0006 0.0015
O 0.0024 0.0023 -0.0017
O 0.007 0.0007 -0.0021
O 0.0001 0.0004 0.0036
O -0.0008 -0.0005 0.0035
O -0.0042 0.0021 -0.0145
O -0.0134 0.015 -0.0041
O 0.0097 -0.0006 -0.0036
O -0.0003 -0.0023 -0.0044
O -0.0033 0.0024 -0.013
O -0.0054 0.0039 -0.0181
O 0.0005 -0.0004 -0.0182
O 0.0051 -0.0029 -0.01
O 0.0048 -0.0036 0.0091
O 0.0034 -0.0036 0.0086
O 0.0028 -0.0036 0.0084
O -0.0023 0.0032 0.0071
O -0.0039 0.003 0.0077
O 0.0037 -0.003 0.0077
O -0.0038 0.0029 0.0077
O -0.0027 0.0038 0.0078
Si 0.0003 -0.0003 -0.0121
Si 0.0003 -0.0002 0.0063
Si -0.0002 -0.0008 0.0048
Si -0.0007 0.001 -0.0118
Si -0.0005 -0.0019 0.0078
Si 0.0001 0.0005 0.0023
Si -0.0012 0.0005 0.0072
Si 0.0015 -0.0018 -0.0078
Si 0.0194 -0.008 0.0026
Si 0.0006 0.0007 -0.0007
Si 0.0007 0.0008 0.0007
Si 0.0003 -0.0004 -0.0042
Si 0.0037 0.0009 0.0165
Si -0.0018 0.0025 -0.0063
Si 0.0022 -0.0032 0.0142
Si -0.0009 -0.0009 -0.0015
Si 0.0017 -0.0009 0.0076
Si -0.0004 0.0006 -0.011
Si -0.0044 0.0009 0.0127
Si 0.0006 -0.0001 -0.0002
Si -0.0001 -0.0001 0.0017
Si -0.0015 0.0013 0.0057
Si 0.0006 -0.0009 -0.0009
Si 0.0006 0.0009 0.0139
Si 0.0013 -0.0026 0.0106
Si -0.0007 0.0004 -0.0007
Si 0.001 -0.0006 -0.0072
Si 0.0001 0.0032 0.0084
Si 0 -0.0016 0.0072
Si -0.0001 0.0005 0
Si 0.0002 -0.0015 0.0048
Si 0.0007 -0.0009 0.0036
Si -0.004 0.0021 0.0102
Si 0.0007 0.0006 0.0044
Si 0.0006 -0.0009 0.0031
Si -0.0002 -0.0003 -0.0107
Si -0.0004 0.0007 -0.0023
O 0.001 0.0032 -0.0044
O -0.0001 0 -0.0007
O 0.0012 0.0012 -0.0043
O -0.0012 0.0001 -0.0056
O -0.0002 -0.0004 0.0001
O -0.0024 0.0002 -0.0034
O 0.0001 -0.0005 0.0005
O 0.0005 0.0002 0.0011
O -0.0002 0 0.0022
O 0.0001 0.0003 0
O -0.0016 0.0001 -0.0026
O -0.0014 0.0014 0.0013
O -0.0007 -0.0014 -0.0033
O 0.0006 -0.0006 0.0015
O 0.0002 0.0006 -0.0012
O 0.0007 -0.0004 0.004
O -0.0002 0 -0.0004
O -0.0003 -0.0002 -0.0013
O 0.0002 -0.0003 -0.0012
O 0.0003 0.0002 0.0036
O 0 0 -0.0022
O -0.0005 -0.0005 0.0006
O 0.0018 0.0006 0.0018
O -0.0007 -0.0003 -0.004
O -0.0001 -0.0004 0.0034
O -0.0002 -0.0001 -0.001
O -0.0013 0.0018 0.0028
O 0 -0.0004 0.0002
O 0.0025 0.0001 -0.0026
O -0.0002 0 0.0001
O -0.0011 0.0025 -0.0044
O 0.0001 0.0002 0.0004
O 0.0003 0.0006 -0.002
O 0.0038 -0.0259 -0.0103
O 0.0025 -0.0009 -0.0067
O 0.0001 0.0003 0.0005
O 0 -0.0014 -0.0018
O 0.0008 0.0008 -0.0025
O 0.0001 0.0016 -0.0012
O 0.0001 0.0007 -0.0013
O 0.002 -0.0076 -0.0155
O 0.0015 -0.0055 -0.0057
O 0.0001 0.0014 -0.0059
O -0.0008 -0.0004 -0.0005
O -0.0003 0.0006 -0.0006
O 0.0003 0.0004 -0.0014
O -0.0014 0.0013 -0.0044
O -0.0003 -0.0003 -0.0015
O 0.0016 -0.001 -0.0035
O -0.0008 -0.0013 0.0019
O -0.0027 -0.0015 0.0054
O -0.0023 0.0008 -0.0098
O -0.0001 0.0002 -0.0003
O -0.0001 0.0003 -0.0013
O -0.0051 0.0009 -0.0055
O 0.0017 0.003 0.0053
O 0.0003 0.0014 -0.0025
O 0.0014 0.0002 -0.0033
O 0.0007 -0.0001 0.0001
O 0.0005 -0.0009 -0.0018
O 0.0001 -0.0035 0.0071
O -0.0001 0.0003 0.0005
O 0.0012 0.0022 0.0082
O 0.0024 0.0074 -0.0275
O 0.0006 0.0012 -0.0054
O -0.0011 -0.0005 -0.0019

The program warned: the cutoff lies below the one the program advises for these potential files; the forces do not sum to zero within the program's tolerance; the exchange-correlation potential is rough where the density is thin.
